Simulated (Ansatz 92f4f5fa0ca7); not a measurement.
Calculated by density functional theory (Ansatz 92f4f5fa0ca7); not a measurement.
Periodic cell of 459 atoms, Si304O155, from a study of silicon, its oxide and their interface. The atomic structure is a simulated model.
Doubt: the cutoff is far below the 930 eV that the study's wrapper takes by default for these files, so forces and energies are approximate.
This geometry differs little from another in the collection (a relaxation step or a small displacement).

Settings
functional: PBE
potential files: Ansatz PAW
basis: plane waves
wave-function cutoff: 580 eV
density cutoff ratio: 5
exchange-correlation grid ratio: 1
k mesh: 1 x 1 x 1, Gamma-centred
self-consistency stop: 5e-08 eV per atom in the density residual
occupations: fixed
spin: none
net charge: 0

Cell vectors (angstrom)
a 15.4691 0 0
b 0 15.4691 0
c 4.0816 -3.4313 34.2635

Atoms and the computed forces on them: element, x, y, z (angstrom), force x, y, z (eV/angstrom)
Si 12.3938 -3.5222 24.2704 -0.0284 -0.0007 0.0008
Si 12.4351 -7.349 24.2425 -0.0092 0.0003 -0.0018
Si 4.6376 -3.468 24.0106 0.0035 -0.0065 -0.0245
Si 4.8354 0.5323 24.165 -0.0323 -0.0045 0.0017
Si 4.5598 -10.9252 24.0779 -0.0035 0.0032 -0.0153
Si 4.6998 -7.3467 24.3834 -0.0065 0.0106 -0.0149
Si 7.7595 -3.3942 24.175 0.0016 -0.0062 -0.0048
Si 7.2467 0.5491 24.213 0.0416 0.0021 0.0025
Si 7.7046 -11.1708 24.1376 -0.0267 0.0042 0.0009
Si 7.1331 -7.3283 24.0498 0.0025 -0.0022 0.0148
Si 12.42 0.297 23.9329 0.0054 0.002 -0.001
Si 12.4382 -11.1639 24.1702 0.0021 0 0.0119
Si -0.6396 -3.482 24.1071 0.0288 -0.0019 -0.0085
Si -0.5653 0.3777 23.8872 -0.0023 0.0003 -0.0027
Si -0.5775 -11.1401 23.9927 0.0002 0.0007 -0.0062
Si -0.6272 -7.2234 24.0767 0.0074 -0.0014 -0.015
Si 4.16 -1.4724 25.2647 0.0055 -0.0039 0.0087
Si 4.1028 2.485 25.2752 0.0047 0.0072 0.0012
Si 4.2254 -9.2244 25.6646 -0.0067 -0.0044 -0.0014
Si 4.176 -5.3209 25.4201 -0.0011 0.0031 0.0042
Si 7.9072 -1.407 25.4112 -0.0062 -0.0012 0.0088
Si 7.8851 2.3992 25.5125 -0.0066 -0.0035 -0.001
Si 7.9137 -9.1769 25.3695 0.0029 0.0048 0.0039
Si 7.879 -5.4335 25.3532 -0.0011 0.0062 0.0004
Si 11.8961 -1.5126 25.4008 0.0083 0.005 0.0077
Si 11.8838 2.2724 25.2591 -0.0015 -0.0006 -0.0018
Si 11.9276 -9.2719 25.4932 -0.0001 -0.004 -0.005
Si 11.878 -5.4394 25.5043 -0.0008 -0.0054 0.0051
Si 0.0674 -1.5022 25.2412 -0.0074 0.0016 0.0106
Si 0.0553 2.3376 25.1693 -0.0018 -0.0089 0.0061
Si 0.1044 -9.2066 25.2414 -0.0055 -0.0041 0.0045
Si 0.0814 -5.3594 25.3584 -0.002 0.0046 0.0035
Si 2.1174 -1.4934 26.5388 -0.0004 -0.0005 -0.0018
Si 2.076 2.3735 26.5362 0.0002 -0.0006 -0.0008
Si 2.0838 -9.2306 26.6556 -0.0007 0.0013 0.0074
Si 2.1214 -5.3525 26.6308 0.0003 0.0023 0.0017
Si 5.9903 -1.4834 26.7978 0.003 -0.0013 -0.0062
Si 5.9401 2.446 26.8343 -0.0017 -0.0037 -0.0037
Si 6.1392 -9.2515 26.957 0.0118 -0.0015 0.0047
Si 6.0454 -5.3398 26.8518 0.001 0.0009 -0.0091
Si 9.897 -1.4623 26.6909 -0.0029 0.0026 0.0031
Si 9.932 2.3391 26.6721 -0.0012 -0.0006 -0.0037
Si 9.8949 -9.2112 26.6924 -0.0114 -0.0015 0.0055
Si 9.8472 -5.42 26.699 0.0007 -0.0009 -0.0038
Si 13.7681 -1.5183 26.8237 0.0009 0.0023 -0.0071
Si 13.7379 2.3201 26.7397 0.0027 -0.0047 -0.006
Si 13.817 -9.2467 26.8579 0.0082 0.0061 0.0019
Si 13.7617 -5.3929 26.9045 0.0011 -0.0002 -0.0088
Si 2.126 -3.406 28.0059 -0.0029 0.001 0.0026
Si 2.128 0.439 27.9704 -0.0029 -0.0023 0.004
Si 2.0964 4.2809 28.0122 -0.0022 0.0003 -0.0009
Si 2.1358 -7.2897 28.0413 -0.0014 0.0044 0.0007
Si 6.0167 -3.4005 28.1726 -0.0018 0.0008 0.0048
Si 5.9743 0.4614 28.1302 -0.0043 0.0089 0.0113
Si 6.0281 4.2935 28.2552 -0.0022 0.0017 0.006
Si 6.0477 -7.2711 28.2004 -0.0033 -0.0024 0.0081
Si 9.8684 -3.435 28.0421 0.0036 -0.0029 0.0002
Si 9.9006 0.4402 28.097 0.0058 -0.0015 -0.0001
Si 9.8998 4.2939 28.0471 0.0043 0.0008 -0.0032
Si 9.8967 -7.311 28.1116 0.0038 0 -0.0013
Si 13.7545 -3.4337 28.1866 -0.003 -0.004 0.0136
Si 13.7659 0.4249 28.1446 0.0008 0.0026 0.0025
Si 13.7648 4.2531 28.1286 -0.0029 0.0003 0.0075
Si 13.7834 -7.3273 28.2113 0.0015 -0.0003 0.0085
Si 4.0417 -3.4258 29.4586 0.0021 -0.0007 0.0015
Si 4.0306 0.4386 29.4519 0.0026 -0.0009 0
Si 4.0216 4.3042 29.4717 0.0033 0.002 0.0026
Si 4.0615 -7.2995 29.4689 -0.0004 -0.004 -0.002
Si 7.97 -3.4237 29.4802 -0.001 0.0023 -0.0014
Si 7.944 0.4436 29.4621 -0.0023 0.0002 -0.0013
Si 8.0018 4.2869 29.4997 -0.0015 -0.0033 0.0011
Si 7.9842 -7.2945 29.5097 0.0006 -0.0004 -0.0006
Si 11.7847 -3.432 29.4732 0.0018 0.0014 -0.0013
Si 11.82 0.437 29.4845 -0.0035 -0.0008 0.0026
Si 11.8148 4.3029 29.4635 -0.0014 0.0024 -0.0017
Si 11.8171 -7.3033 29.4983 0 0.0003 0.0003
Si 0.2439 -3.4256 29.4774 0.0012 -0.0001 0.0001
Si 0.2473 0.4373 29.4567 0.0002 -0.0005 0.0029
Si 0.2241 4.286 29.4741 0.0014 -0.0008 -0.0012
Si 0.2596 -7.2958 29.5002 -0.0045 -0.0012 -0.0003
Si 0 1.9336 2.0503 -0.0871 0.0384 0.1044
Si 0 5.8008 2.0503 -0.0427 0.0357 0.0013
Si 0 -5.8008 2.0503 -0.1743 -0.1013 -0.0562
Si 0 -1.9336 2.0503 -0.0762 0.0211 -0.0841
Si 3.8672 1.9336 2.0503 -0.107 0.0541 -0.0033
Si 3.8672 5.8008 2.0503 0.1181 0.0173 0.0597
Si 3.8672 -5.8008 2.0503 -0.0091 -0.0313 -0.0259
Si 3.8672 -1.9336 2.0503 0.0969 -0.0227 -0.0076
Si 7.7343 1.9336 2.0503 0.0077 0.166 0.0002
Si 7.7343 5.8008 2.0503 -0.1771 -0.0284 -0.0363
Si 7.7343 -5.8008 2.0503 -0.123 -0.1989 -0.1877
Si 7.7343 -1.9336 2.0503 -0.1397 0.0012 -0.1194
Si -3.8672 1.9336 2.0503 0.1541 0.0952 0.0878
Si -3.8672 5.8008 2.0503 0.2168 0.0041 0.0185
Si -3.8672 -5.8008 2.0503 0.1255 -0.071 -0.0523
Si -3.8672 -1.9336 2.0503 0.2104 -0.0099 -0.0149
Si -1.9294 1.9238 3.4612 -0.0008 0.003 0.0005
Si -1.9205 5.777 3.4462 0.0003 0.0036 0.0056
Si -1.9371 -5.786 3.4426 -0.0042 0.0008 0.0063
Si -1.92 -1.8947 3.4432 -0.001 -0.003 -0.0022
Si 1.925 1.9738 3.4174 0.0003 0.0072 -0.0007
Si 1.9359 5.8422 3.4002 0.0031 0 0.0022
Si 1.92 -5.8232 3.3938 0.0001 0.0008 0.0032
Si 1.9294 -1.971 3.3907 -0.0026 -0.0036 0.0012
Si 5.7943 1.9231 3.413 0.002 -0.0016 0.0007
Si 5.802 5.7794 3.4499 0.0034 -0.0004 0.004
Si 5.8017 -5.82 3.4179 0.005 0.0031 0.0051
Si 5.8036 -1.9191 3.4366 0.002 0.0027 -0.001
Si 9.6766 1.985 3.4034 -0.001 0.0106 -0.0023
Si 9.6672 5.8139 3.3775 0.0004 0 -0.0032
Si 9.6622 -5.8719 3.3753 -0.0025 -0.0047 -0.0029
Si 9.6674 -1.9608 3.3737 -0.0018 -0.0064 -0.0069
Si -1.9118 0.0101 4.89 -0.0016 0.0007 0.0047
Si -1.8935 3.846 4.8656 0.005 -0.0025 -0.0027
Si -1.9392 -7.7444 4.7975 -0.002 -0.003 -0.0057
Si -1.9214 -3.8179 4.8057 0.0004 0.0003 -0.0029
Si 1.9374 -0.0165 4.6858 0.0004 -0.0028 0.0093
Si 1.9165 3.9548 4.7821 0.0003 -0.0043 -0.0006
Si 1.9365 -7.7157 4.8006 -0.0056 0.0001 0.0076
Si 1.8753 -3.9215 4.753 -0.0047 0.009 0.0075
Si 5.8316 0.0264 4.8196 0.0004 0.0002 0.0027
Si 5.7897 3.8169 4.8191 -0.0078 -0.0038 -0.0087
Si 5.7882 -7.7436 4.8173 0.0041 0.0001 0.0049
Si 5.7847 -3.8807 4.767 -0.0013 0.0014 -0.0037
Si 9.6907 0.0047 4.6619 0.0017 -0.0033 0.01
Si 9.7076 3.9532 4.7776 0.002 -0.0151 -0.0052
Si 9.6449 -7.78 4.7844 -0.0005 0.0106 -0.0037
Si 9.6336 -3.9466 4.6679 0.0017 0.0065 0.0006
Si 0.1101 0.0468 6.1843 0.0059 -0.0069 -0.0088
Si 0.0458 3.9513 6.2667 -0.0017 -0.003 0.0024
Si -0.0027 -7.6783 6.1642 0.0003 -0.0035 0.0058
Si -0.0017 -3.8464 6.2259 0.0071 0.007 0.0034
Si 3.8371 0.0094 6.083 -0.0087 0.003 -0.0022
Si 3.8253 3.8965 6.1808 -0.003 0.0017 0.0033
Si 3.8544 -7.7126 6.206 -0.0057 -0.0011 0.0136
Si 3.8189 -3.9717 6.0686 -0.0083 0.0062 0.0068
Si 7.8401 0.011 6.109 0.008 0 -0.0082
Si 7.7651 3.8154 6.1207 0.003 0.0068 0.0109
Si 7.7259 -7.7654 6.1843 -0.0066 0.0045 0.0016
Si 7.7432 -3.9227 6.0857 0.0066 -0.0016 0.0004
Si -3.9457 0.0088 6.1555 -0.0078 0.0123 -0.0075
Si -3.8392 3.9361 6.2154 -0.0018 0.0017 -0.0014
Si -3.8998 -7.8209 6.1479 0.0009 -0.0005 -0.0076
Si -3.9334 -3.8512 6.0303 -0.004 0.0093 0.0011
Si 0.8001 1.9865 7.3837 -0.0043 0.0062 0.0014
Si -0.1238 5.9421 7.6456 0.0126 0.012 0.001
Si -0.0014 -5.7742 7.6118 0.007 -0.0039 0.001
Si 0.4637 -1.8949 7.5113 0.0141 -0.006 0.0191
Si 3.2122 1.923 7.3304 0.0112 -0.0047 0.006
Si 3.7172 5.8179 7.5858 0.0017 0.0161 -0.0095
Si 3.8739 -5.7739 7.625 0.0054 -0.011 -0.0018
Si 3.5998 -2.0116 7.2837 -0.0162 -0.0053 0.0022
Si 8.5437 1.9112 7.3408 -0.0058 -0.0019 0.0028
Si 7.4753 5.7212 7.4814 -0.0063 -0.0006 0.0029
Si 7.7479 -5.8081 7.5362 0.0056 -0.0064 -0.0013
Si 8.2979 -1.9744 7.2869 -0.0322 0.0082 0.0039
Si -4.4736 1.9773 7.3793 0.017 -0.0072 0.0166
Si -3.7568 5.8185 7.7386 -0.0149 -0.01 0.026
Si -3.8342 -5.809 7.3391 -0.0074 -0.0021 -0.0011
Si -4.6662 -1.9608 7.2624 0.0177 -0.0127 0.0019
Si -1.9406 6.7535 9.0108 -0.003 -0.0281 0.0289
Si -2.0088 -6.3219 8.7271 0.0043 0.027 0.0238
Si 1.8101 6.2178 8.9336 -0.0053 -0.0014 0.0022
Si 1.9377 -6.0807 8.9683 -0.0026 0.0049 0.0043
Si 5.5992 6.1288 8.9363 0.0161 -0.0084 0.0072
Si 5.8489 -6.1173 8.9335 -0.0066 0.0038 0.0017
Si 8.9187 5.334 9.2184 0.0101 0.0105 -0.0172
Si -5.6885 -5.6788 8.7273 0.0028 -0.0043 0.0015
Si 4.0816 -5.3649 30.8447 -0.2092 0.0408 -0.1272
Si 4.0816 -1.4977 30.8447 -0.2397 0.046 -0.1508
Si 4.0816 2.3695 30.8447 -0.2808 -0.0386 -0.1104
Si 4.0816 -9.232 30.8447 -0.2795 0.005 -0.0524
Si 7.9488 -5.3649 30.8447 0.1834 0.1212 0.1266
Si 7.9488 -1.4977 30.8447 0.1026 0.1125 -0.0401
Si 7.9488 2.3695 30.8447 0.1933 -0.1483 0.1389
Si 7.9488 -9.232 30.8447 0.1838 -0.0743 0.1156
Si 11.8159 -5.3649 30.8447 -0.1047 0.0456 0.0471
Si 11.8159 -1.4977 30.8447 -0.1222 -0.0217 0.0096
Si 11.8159 2.3695 30.8447 -0.0771 0.0538 -0.0022
Si 11.8159 -9.232 30.8447 -0.0708 -0.1007 0.0478
Si 0.2144 -5.3649 30.8447 0.2078 0.0903 0.0615
Si 0.2144 -1.4977 30.8447 0.1946 0.0845 -0.0647
Si 0.2144 2.3695 30.8447 0.1943 -0.1155 -0.011
Si 0.2144 -9.232 30.8447 0.1754 -0.1104 -0.0128
Si 6.0152 -5.3649 32.212 0.0078 0.0296 -0.0513
Si 6.0152 -1.4977 32.212 0.0236 0.0038 -0.055
Si 6.0152 2.3695 32.212 0.0148 0.0189 -0.0625
Si 6.0152 -9.232 32.212 0.0164 -0.0686 -0.0497
Si 9.8824 -5.3649 32.212 -0.0063 0.021 0.0565
Si 9.8824 -1.4977 32.212 -0.0036 0.0686 0.0377
Si 9.8824 2.3695 32.212 -0.0306 -0.064 0.0399
Si 9.8824 -9.232 32.212 -0.009 -0.0294 0.0446
Si -1.7191 -5.3649 32.212 -0.0114 0.0321 -0.0262
Si -1.7191 -1.4977 32.212 -0.0091 -0.0092 -0.0345
Si -1.7191 2.3695 32.212 0.0036 -0.0061 -0.0351
Si -1.7191 -9.232 32.212 -0.005 -0.0086 -0.0235
Si 2.148 -5.3649 32.212 -0.0186 0.0096 0.0565
Si 2.148 -1.4977 32.212 0.0026 0.0166 0.0481
Si 2.148 2.3695 32.212 0.002 -0.01 0.0433
Si 2.148 -9.232 32.212 0.0027 -0.0279 0.0522
Si 6.0152 -3.4313 33.5792 -0.0227 0.0025 0.0001
Si 6.0152 0.4359 33.5792 -0.0159 -0.0157 0.0081
Si 6.0152 4.3031 33.5792 -0.0291 -0.0147 0.0291
Si 6.0152 -7.2984 33.5792 -0.0186 0.022 0.0031
Si 9.8824 -3.4313 33.5792 0.0163 0.0181 -0.0028
Si 9.8824 0.4359 33.5792 0.0353 0.0266 -0.0052
Si 9.8824 4.3031 33.5792 0.0128 -0.0012 -0.0255
Si 9.8824 -7.2984 33.5792 0.0077 -0.0336 -0.013
Si -1.7191 -3.4313 33.5792 0.0153 0.0054 0.0042
Si -1.7191 0.4359 33.5792 -0.0205 -0.0001 0.0113
Si -1.7191 4.3031 33.5792 0.0107 -0.0158 0.0182
Si -1.7191 -7.2984 33.5792 0.002 0.0119 0.0153
Si 2.148 -3.4313 33.5792 0.0116 0.0074 0.0007
Si 2.148 0.4359 33.5792 0.0007 0.0389 -0.0133
Si 2.148 4.3031 33.5792 0.0119 -0.0088 -0.0238
Si 2.148 -7.2984 33.5792 -0.011 -0.0449 -0.0169
Si 0 0 0.683 0.0115 -0.0058 0.0111
Si 0 3.8672 0.683 -0.0566 -0.0047 0.0045
Si 0 7.7343 0.683 -0.1296 0.0068 -0.0179
Si 0 -3.8672 0.683 -0.0982 -0.0056 0.0011
Si 3.8672 0 0.683 -0.0479 0.0056 0.0063
Si 3.8672 3.8672 0.683 0.0503 -0.0086 -0.0142
Si 3.8672 7.7343 0.683 0.0766 0.0029 -0.0188
Si 3.8672 -3.8672 0.683 0.0946 -0.0035 -0.0086
Si 7.7343 0 0.683 -0.0126 0.0013 0.0127
Si 7.7343 3.8672 0.683 -0.076 -0.026 -0.0169
Si 7.7343 7.7343 0.683 -0.1107 0.0324 -0.04
Si 7.7343 -3.8672 0.683 -0.0483 0.0194 -0.0001
Si -3.8672 0 0.683 0.0175 -0.0096 0.0176
Si -3.8672 3.8672 0.683 0.0914 -0.0124 -0.0116
Si -3.8672 7.7343 0.683 0.1655 0.0199 -0.0205
Si -3.8672 -3.8672 0.683 0.0741 0.0095 0.0057
Si 0.2581 -2.9577 21.1174 0.0118 0.0021 -0.0037
Si 0.382 0.0235 21.6977 -0.0054 -0.007 0.0129
Si 0.5964 -9.9863 21.378 0.0034 0.0008 0.0023
Si -0.9273 -7.4297 20.9861 -0.0015 0.0081 -0.0026
Si 3.4677 -3.048 21.1807 0.01 -0.004 -0.0036
Si 3.5749 -0.0367 21.3866 -0.0114 -0.017 -0.0138
Si 3.2109 -8.9057 22.2015 0.0198 -0.0058 0.003
Si 4.7673 -7.7184 19.924 0.0006 0.0005 0.0047
Si 9.5995 -5.6896 20.635 -0.0047 -0.0142 -0.0033
Si 8.6227 1.6638 21.6108 -0.007 0.014 -0.0112
Si 8.9607 -11.5395 22.1697 0.0139 -0.0034 0.0054
Si 7.3383 -7.3595 21.6472 -0.0006 -0.0135 -0.0043
Si 11.2443 -0.1362 21.8271 0.0056 0.0152 0.0067
Si 11.2654 -10.8074 22.1575 -0.0032 0.0043 -0.0091
Si 10.2561 -3.1598 22.0879 -0.0135 -0.0007 0.0167
Si 11.6972 -7.6395 22.0284 -0.0086 -0.0002 0.0045
Si -2.8332 2.2072 10.1798 0.0009 -0.0065 0.0028
Si -0.1839 -1.1585 10.4007 -0.0022 0.0042 -0.015
Si 0.2115 1.9396 9.6483 -0.0079 -0.0081 -0.0026
Si -0.6418 -5.6962 13.2754 -0.0038 -0.0078 -0.0105
Si 5.146 1.3441 9.6374 -0.0048 -0.0103 0.0033
Si 5.9714 -1.4856 9.1984 -0.0124 -0.0013 0.0067
Si 7.8807 2.4086 9.5168 0.0084 -0.011 0
Si -4.6769 -2.9867 10.0122 -0.0068 -0.0031 0.0072
Si -2.536 -0.36 12.0827 0.0024 0.0024 -0.0174
Si 13.6994 0.198 15.0178 -0.0001 -0.0044 -0.0026
Si 0.8346 -1.5955 15.3502 -0.0029 0.0014 0.0038
Si 2.1577 -5.1341 11.9893 -0.0014 0.0065 -0.0016
Si 2.0515 -2.0397 12.4203 0.0014 -0.0048 -0.0122
Si 4.9199 -0.7052 11.8274 0.001 -0.0035 -0.0154
Si 6.6169 -10.5018 16.0547 0.0005 0.0041 0.005
Si 6.5792 2.873 13.7046 0.0016 -0.0023 -0.0045
Si 6.8527 -5.6269 11.7895 0.0019 0.0068 0.0008
Si -4.2088 3.358 12.4641 0.0015 -0.0015 -0.0184
Si 8.8842 1.3389 12.2114 0.0001 0.0034 -0.0068
Si 8.5891 -3.999 13.5519 -0.0018 -0.0013 -0.014
Si 1.9987 4.058 11.2771 -0.0012 -0.006 -0.0074
Si 4.3572 0.823 18.5012 0.0056 -0.008 0.0084
Si -1.7079 -8.589 12.3101 0.0049 0.0072 -0.0039
Si 2.0235 -12.8153 17.6447 0.002 0.0015 -0.0043
Si -5.4563 -1.481 12.3861 0.0006 -0.0055 -0.0072
Si 0.2706 4.8875 13.7202 -0.0038 0.004 -0.0066
Si -4.6861 -9.2455 13.1128 -0.0039 -0.0001 -0.0113
Si 7.5272 -3.7605 16.4362 -0.0053 0.0021 0.0042
Si -0.4926 1.6697 19.1495 -0.0007 -0.0068 0.0071
Si 4.5207 -4.1608 16.2482 0.0067 0.006 0.0085
Si 2.3807 -10.916 18.8639 0.0088 0.0017 -0.0079
Si 8.1107 -0.6905 16.5369 -0.0012 -0.0044 0.0029
Si 0.2811 -5.1862 19.0938 0.007 0.0003 0.0081
Si 8.0397 -10.2634 20.4463 -0.0161 0.0091 0.0011
Si 11.8312 -10.5098 17.0355 -0.0035 0.0047 0.0006
Si 3.4109 -5.0734 18.9543 0.002 -0.0015 0.0099
Si 11.1347 -0.9266 16.5517 -0.0006 -0.0035 -0.0053
Si 5.3967 -10.3484 18.8239 0.0001 0.0036 0.0043
Si 9.1208 -7.7099 11.0009 0.005 -0.0004 -0.0011
Si 4.9347 4.7309 11.7736 0.0045 0.0057 0
Si 10.7716 -7.9886 15.7252 -0.0016 0.0041 0.0047
Si -2.7103 -4.8369 11.5125 -0.0062 -0.0013 0.0061
Si 12.2879 0.6199 19.0307 -0.0085 -0.0044 -0.0038
Si 9.8046 -5.7891 17.5112 0.0003 -0.0018 0.0035
Si -4.3495 -5.5218 13.9694 -0.0004 -0.0002 -0.0068
Si 3.6704 -1.138 16.4072 -0.0044 -0.004 0.0047
Si 5.6869 0.1811 14.5626 -0.0002 0 -0.0002
Si 8.9166 -11.1511 17.7037 -0.0016 0.0014 0.0032
Si 4.4624 -6.1239 13.7295 -0.0003 -0.0012 -0.0058
Si -0.5179 -4.3762 16.1593 -0.0018 0.0078 0.0023
Si 7.4837 1.5558 18.5808 0.0056 -0.005 -0.0007
Si 11.9243 -3.9074 16.328 0.003 0.0005 0.0075
Si 4.5441 -9.1108 14.4354 0.001 0.0022 -0.0025
Si 12.6491 -11.9522 19.5121 -0.0076 0.003 -0.0054
Si -2.1165 3.1988 14.8645 0.0012 -0.0018 0.0013
Si 2.1027 -10.4366 16.0322 0.0039 0.0062 0.0025
O 1.8685 -2.9397 21.0488 -0.0215 0.0026 -0.0009
O -0.2472 -3.657 22.4971 -0.0051 -0.0002 0.0165
O 2.0143 -0.0639 21.8755 -0.0039 0.0051 -0.005
O -0.088 -11.0864 22.3829 -0.0074 -0.0014 0.0094
O 1.5983 -9.0774 22.3041 -0.0141 -0.0009 -0.0017
O 3.5467 -8.5275 20.6506 -0.0026 -0.0027 0.0023
O -0.3217 -6.9671 22.4442 0.0007 -0.0037 0.0189
O 3.788 -3.7332 22.6247 0.0073 -0.0001 0.0233
O 4.45 0.6622 22.5544 0.0122 0.016 0.0202
O 3.8329 -10.3506 22.6914 0.0051 -0.0101 0.0142
O 6.1236 -11.1299 23.5844 0.0258 -0.0033 0.0141
O 3.7033 -7.6194 23.0675 0.0077 0.0112 0.0157
O 11.6419 -3.6722 22.7855 0.016 -0.0011 0.0106
O 8.9387 -3.3441 23.03 0.0005 0.001 -0.0042
O 10.1324 1.0377 21.6214 0.0145 -0.0101 -0.0099
O 7.7158 0.7486 22.6286 -0.015 -0.0155 0.0172
O 10.511 -6.6028 21.6268 0.0062 0.0007 0.0024
O -3.2912 3.471 11.1133 -0.0005 0.0006 0.0139
O -0.3873 -1.8569 8.9318 0.0021 -0.0016 -0.0144
O 2.0744 -1.9577 7.9526 -0.0038 0.0038 -0.0214
O 3.7809 1.8373 8.9039 -0.0119 0.0013 -0.0131
O 4.7428 -2.262 8.455 -0.0012 -0.0013 0.0027
O 6.2318 2.5685 9.6095 0.0055 0.0025 0.0128
O 7.4401 -2.015 8.7386 0.0228 -0.0064 -0.0093
O -3.8376 2.0133 8.9166 -0.0205 -0.0032 -0.0214
O -4.9712 5.533 8.8369 0.0078 0.0057 -0.0129
O -4.0299 -2.1209 8.7933 0.0041 0.0079 -0.0153
O -5.6279 -4.205 9.4852 -0.0105 -0.0068 0.0013
O 0.4524 -3.1364 15.7364 0.001 -0.0046 0.002
O -2.8847 0.8373 11.046 -0.0011 0.0048 0.0078
O 13.6959 1.7482 15.5358 0.0003 0.0037 0
O 4.2072 -2.5992 15.9634 -0.0008 0.0033 -0.0003
O 0.8744 -9.9053 15.0896 -0.0039 -0.0032 -0.0025
O 0.1056 1.1855 20.5862 -0.0005 0.0062 -0.0034
O -0.4215 -6.4877 19.7676 -0.0053 -0.0076 0.0043
O 4.117 -1.5561 21.1339 0.0038 -0.0004 -0.0026
O 4.2647 -0.7029 17.8804 0.0004 0.006 -0.0002
O 3.7927 0.8269 20.0296 0.0001 0.0002 0.001
O -1.2334 -12.3616 19.4436 0.0087 -0.0005 -0.0006
O 5.8069 -7.2733 21.0901 0.004 0.0017 0.0025
O 8.6036 -4.7721 17.1078 0.0016 -0.0028 0.0023
O 9.7453 -6.1483 19.0886 -0.0003 0.0018 0.0062
O 8.0142 -8.6949 20.9537 -0.003 0.0064 -0.0046
O -3.0564 -9.1337 13.0564 0.0037 0.0014 0.0079
O 11.7299 -8.9083 16.6876 0.001 -0.0026 -0.0012
O -3.7113 -4.2247 14.7316 0.0006 0.0009 0.0047
O 12.2413 -0.0387 20.5288 -0.0015 0 0.003
O 11.3593 -0.211 18.0003 0.0039 0.0088 0.0106
O 11.7874 2.1887 19.0512 -0.0012 -0.0006 0
O 12.1856 -11.5528 21.0135 -0.0116 0.0074 0.0191
O 10.3811 -11.2793 16.9972 0.0008 -0.0015 -0.0002
O 11.1571 -9.1845 21.8431 0.0071 -0.0061 0.0032
O 12.9183 -7.3528 20.9798 0.0019 -0.0025 -0.0026
O -0.4473 -9.4632 12.8096 -0.0022 -0.0004 0.0085
O 1.2389 2.783 10.6043 -0.001 -0.0013 0.0075
O -0.7734 3.7158 14.1239 0.0007 0.0004 0.0075
O -2.1913 -5.748 10.2741 0.0056 -0.0134 -0.0351
O -1.5427 -1.3696 11.273 0.0042 0.0008 0.0107
O 7.6031 -3.741 14.8101 -0.0013 0.0008 0.0009
O 1.7303 5.3663 10.3389 0.0001 0.0131 -0.0022
O 4.8262 0.7917 11.1417 0.0009 0.0051 -0.0009
O 1.9225 -7.6734 9.4305 -0.0003 -0.0022 -0.0051
O 2.4075 -3.6173 12.5057 -0.0053 0.0006 0.0016
O 5.7993 -0.6968 13.1921 -0.006 0.0008 0.0011
O 5.8316 0.1047 8.7932 0.0044 0.0054 -0.0036
O 5.7615 -7.7315 9.2868 0.0008 -0.0021 0.0028
O 5.5363 5.3887 10.4088 0.0041 0.0119 -0.0166
O 5.9987 -9.279 15.1737 -0.0001 0.0007 0.0021
O 6.0101 -5.3443 10.4046 -0.0043 -0.0038 -0.0115
O 5.7377 -1.6829 10.7986 0.0023 0.0026 0.002
O -1.8501 -8.7983 10.6869 -0.0027 0.0004 -0.0286
O 8.304 1.3368 10.6844 -0.0082 0.008 -0.0035
O 8.6276 3.8362 9.8405 -0.0034 0.0041 0.006
O 8.5278 -9.0996 10.4176 -0.0011 -0.0104 0.0098
O -5.5421 -6.8753 9.8547 0.0046 0.016 -0.0083
O 9.0534 -0.2072 12.6734 -0.0007 0.0062 0.0101
O -5.6377 -1.9764 10.8465 0.0008 -0.0058 -0.0088
O -1.7484 0.209 13.3872 -0.0035 -0.0014 0.0017
O 1.4613 4.2617 12.801 0.0037 -0.001 0.0025
O 1.9765 -5.1924 10.364 0.0006 -0.0106 -0.0102
O 3.4786 -10.0088 15.2748 -0.0004 -0.0027 0.0036
O 4.2837 -0.115 15.3129 0.0036 0.0011 0.0015
O 7.0167 -0.1362 15.4568 -0.0013 -0.0001 0.0016
O 1.9363 -12.0781 16.1579 -0.0009 -0.0032 0.0092
O 6.0482 3.7621 12.4569 -0.002 -0.0001 0.0064
O -5.3044 -9.0326 14.6162 0.0016 -0.0026 0.0015
O -3.3131 3.0582 13.7793 -0.0044 0.0021 0.0007
O -3.8841 -1.1026 12.6112 0.0014 0.0008 0.0114
O -5.1522 2.0688 12.2581 -0.003 0.0005 0.0129
O 10.455 -1.5793 21.7459 -0.0051 -0.0012 -0.0029
O 5.6237 -10.8989 17.3026 -0.0027 0.0006 -0.0004
O 1.8724 -5.3482 19.3719 -0.0019 0.0005 -0.0037
O 5.8468 1.4982 18.4489 -0.0019 0 -0.0008
O 0.8789 -5.7865 12.7438 0.0081 0.0081 0.0049
O 6.5626 -10.7891 19.8965 0.0141 0.0034 0.0014
O 3.4126 -1.2026 12.1423 -0.006 -0.0064 0.0117
O -5.3031 -8.0833 12.1744 -0.0042 0 0.0029
O 9.4992 -5.3202 13.9066 -0.0009 -0.0016 0.0065
O 8.1546 -12.6027 17.8468 -0.0005 -0.0021 -0.0013
O 8.0527 0.2027 17.8911 -0.004 0.0111 0.0049
O 0.0456 -5.1548 17.4798 0.0014 -0.0018 0.0038
O 12.4129 -10.665 18.5485 0.0026 -0.0033 0.0021
O 7.8819 -6.8538 11.5603 -0.0006 -0.0046 0.0112
O -0.2763 -3.815 19.8259 -0.0009 0.002 0
O 6.8768 3.736 15.0376 0.0005 -0.0063 -0.0031
O 5.9438 -6.0641 13.0651 0.0037 0.0006 0.005
O 4.043 -3.9245 19.935 -0.0044 0.0064 0.0018
O 12.8729 -11.2303 16.016 0.0024 -0.0019 -0.0016
O 7.9371 2.1203 13.2552 0.0031 -0.003 0.004
O -5.0908 4.7192 12.6307 0.0017 -0.003 0.0105
O 3.4758 -4.6642 17.3859 -0.0054 -0.0033 0.0081
O 8.0676 -5.9827 21.1252 -0.0007 0.0035 -0.003
O -3.8136 -5.6098 12.4384 0.0062 0.0012 0.0036
O -0.2279 -1.3936 21.0963 0.0014 0.0049 -0.0004
O 0.675 1.796 18.0227 0.0002 -0.0008 -0.0006
O 9.5567 -2.7021 13.36 0.0043 0.0049 0.0083
O 5.4121 -8.7102 18.8019 -0.0018 -0.0005 -0.0005
O 8.0463 -10.1424 16.7465 0.0028 -0.0031 0.0015
O 1.0515 -1.8655 11.161 0.0077 -0.0045 0.0187
O 7.9164 1.54 20.1443 0.0057 0.0009 0.0064
O 2.035 -1.1007 16.3553 0.001 0.0026 -0.0011
O 9.6481 -0.5576 15.9648 0.0017 0.0015 -0.0004
O 13.5101 -3.7693 16.6139 -0.0045 0.0008 -0.001
O 0.1758 0.4206 10.2407 0.0027 0.0055 0.0093
O -3.9224 -6.8514 14.8238 0.0001 0.0005 0.0041
O -1.4018 -7.077 12.8485 0.0009 -0.0012 0.009
O -0.4558 -0.6132 15.5476 -0.0027 0.0038 0.0008
O -3.4372 -3.5143 10.9202 0.0018 0.0097 0.0137
O -1.4303 -4.4841 12.4771 -0.0007 0.0024 0.0069
O 5.5105 1.7425 14.1523 0.0026 0.0044 0.0043
O 9.0817 -10.4305 19.1698 -0.0031 0.0009 0.0058
O 1.4291 -10.688 20.1699 -0.0086 0.0102 0.012
O -1.3138 2.5598 9.6972 0.0122 0.0045 0.0052
O 4.1742 -7.5349 14.4837 0.0007 0.001 0.0039
O 6.2289 -3.4135 23.5198 -0.0132 0.0019 0.0198
O 3.615 3.8385 11.3878 -0.0082 -0.0056 0.0078
O 7.696 -4.2854 12.214 -0.004 -0.0027 0.0052
O 3.3406 1.6972 17.5843 -0.0084 0.0019 -0.0021
O 6.0413 -4.3053 16.8279 -0.001 -0.0016 -0.0013
O -0.6528 -5.4152 14.8917 -0.0003 -0.0038 -0.0044
O 2.1084 -9.8471 17.5878 0.0026 -0.0084 0.0074
O 4.2919 -4.9585 14.8521 -0.0019 -0.0055 -0.0055
O 11.1727 -2.5385 16.7532 -0.0004 0.0002 -0.0005
O 1.3544 -1.5343 13.8034 0.0092 -0.0038 -0.0078
O 9.9907 -4.1028 20.7742 0.0033 0.0089 -0.0036
O 4.5676 -9.5749 12.8659 0.0014 -0.0049 0.0003
O 3.9601 -10.921 19.3303 -0.0075 0.0053 -0.0011
O -0.5172 -8.9937 20.7241 0.003 -0.0041 -0.0013
O 12.3176 -0.4982 15.5279 0.0015 0.0022 0.0014
O 3.4453 -5.99 12.4688 -0.0087 0.0069 0.0064
O 7.774 -2.2343 16.9597 -0.0007 0.0025 -0.0013
O -1.603 0.6042 18.5817 0.001 0.0037 -0.001
O 11.2584 -5.1022 17.2154 0.0026 0.0017 -0.0027
O 9.6909 -7.1909 16.6603 0.0011 0.0006 -0.0006
O 4.2623 -6.4287 19.1205 -0.0016 -0.0008 -0.0024

Results
free energy: -281413.906 eV
free energy less fixed offsets of O -568.88, Si -635.61 eV per atom: -12.066 eV

The program warned: the cutoff lies below the one the program advises for these potential files; the forces do not sum to zero within the program's tolerance; the exchange-correlation potential is rough where the density is thin.
